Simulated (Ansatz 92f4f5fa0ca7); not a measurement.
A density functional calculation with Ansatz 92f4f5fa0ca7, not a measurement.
Periodic cell of 288 atoms, Si144O112H32, with a vacuum gap, from a study of silicon, its oxide and their interface. The atomic structure is a simulated model.

Settings
functional: r2SCAN
potential files: Ansatz PAW
basis: plane waves
wave-function cutoff: 800 eV
density cutoff ratio: 5
exchange-correlation grid ratio: 1
k mesh: 1 x 1 x 1, shifted by 0.5 0.5 0 of a step
self-consistency stop: 1e-11 eV per atom in the density residual
occupations: fixed
spin: none
net charge: 0
applied field: sawtooth along c, amplitude -0.015 V/angstrom in the program's sign convention, ramp centred at 0.9897 of c and 0.0205 of c wide, no dipole correction

Cell vectors (angstrom)
a	10.888	0	0
b	0	10.888	0
c	0	0	48.7489

Atoms and the computed forces on them: element, x, y, z (angstrom), force x, y, z (eV/angstrom)
Si	-1.4152	-1.6053	36.5429	0.0121	-0.0047	-0.021
Si	0.1371	-0.5147	35.0856	-0.0017	-0.0015	-0.0006
Si	-0.2973	5.4314	33.0753	0.0019	-0.0073	-0.0264
Si	-1.0231	5.6424	35.296	0.0012	-0.0138	0.0221
Si	6.1429	-5.3149	30.6726	-0.0025	0.0004	-0.0231
Si	7.1953	1.6902	33.9622	-0.0056	-0.002	-0.0102
Si	5.1991	4.7775	36.2861	0.0022	-0.0063	-0.0235
Si	7.3878	8.4323	33.6905	-0.003	0.0037	-0.014
Si	2.7022	-0.0683	37.6246	-0.0024	-0.0078	0
Si	6.6529	6.5344	36.9134	0.0234	-0.0011	-0.0192
Si	2.1017	7.9222	34.8773	0.0011	-0.0034	0.0086
Si	0.8923	6.6417	36.4391	0.0105	0.0112	-0.0156
Si	7.4738	1.947	36.3233	-0.0035	0.0049	-0.0102
Si	9.1252	3.7952	36.612	0.002	0.0017	-0.0147
Si	5.4507	3.9827	33.2925	0.0006	0.0036	-0.0187
Si	8.2908	7.4101	35.5336	-0.0176	0.0052	0.0099
Si	0.0063	2.653	37.6709	-0.0126	-0.004	0.0053
Si	1.344	1.2744	36.22	0.0041	-0.0102	-0.0077
Si	-0.0513	8.1116	37.9663	-0.0028	-0.0016	-0.0125
Si	2.5489	5.5806	37.7126	0.0132	0.0184	-0.0109
Si	5.6815	2.8116	37.577	0.0156	0.016	0.0032
Si	8.2141	0.0617	37.6286	-0.0015	0.0135	0.0197
Si	5.3098	8.2363	37.71	-0.0108	0.0018	0.0097
Si	8.173	5.3139	38.1477	-0.0205	-0.0095	-0.004
Si	1.3589	4.0482	39.0421	-0.0119	-0.0117	0.0468
Si	4.1478	1.3978	38.8724	-0.0186	0.0004	0.0393
Si	1.3813	9.5409	39.122	0.0159	-0.003	0.0219
Si	3.9566	6.8874	39.1163	0.0135	0.0006	0.0133
Si	6.7595	3.9756	39.3241	0.0013	-0.0263	0.0077
Si	9.5753	1.3118	39.0996	-0.015	0.0073	0.0096
Si	6.7571	9.622	38.9944	0.027	-0.0261	0.0191
Si	9.5354	6.762	39.323	0.0031	0.0236	0.0287
Si	0.0209	-0.0227	40.4674	-0.0173	0.0376	0.172
Si	2.7562	2.6906	40.3551	0.0439	-0.0455	0.1496
Si	0.0463	5.3677	40.5372	0.0177	-0.0207	0.1989
Si	2.6763	8.1978	40.5365	0.0079	0.0097	0.1666
Si	5.4261	0.0699	40.3862	-0.0169	-0.0252	0.1961
Si	8.2055	2.6402	40.5392	0.0358	-0.0473	0.1956
Si	5.3551	5.4615	40.4515	-0.0474	0.055	0.1809
Si	8.0882	8.2126	40.4459	-0.0438	0.0511	0.1563
Si	1.3828	1.3578	41.7813	0.1034	-0.041	0.0745
Si	4.0599	4.0646	41.792	-0.1913	0.0247	0.199
Si	1.3571	6.7748	41.8781	0.1547	0.0675	0.4015
Si	4.0658	9.5963	41.7918	0.0424	-0.0631	0.1935
Si	6.8003	1.3223	41.8443	0.117	-0.0993	0.3438
Si	9.546	4.0337	41.8802	0.046	-0.1207	0.4142
Si	6.7347	6.8222	41.7945	-0.0764	0.1906	0.2422
Si	9.5373	9.506	41.7892	-0.2329	0.1057	0.343
Si	0.0183	2.6555	6.9658	-0.0758	0.0069	-0.2195
Si	2.717	0.0396	6.9516	-0.0489	-0.022	-0.1296
Si	-0.011	8.163	6.9569	0.1596	0.0722	-0.1961
Si	2.7455	5.4155	6.9428	0.0186	0.0271	-0.4239
Si	5.4277	2.7168	6.9371	-0.0384	-0.0708	-0.1117
Si	8.2067	-0.0308	6.8924	0.0692	0.0001	-0.6117
Si	5.3832	8.1983	6.8951	-0.032	0.0066	-0.4139
Si	8.1468	5.4592	6.8983	0.0485	-0.087	-0.2673
Si	1.4399	3.9916	8.2595	0.0226	-0.0284	-0.1953
Si	4.0733	1.3624	8.3538	0.0261	-0.0057	-0.1611
Si	1.3755	9.5436	8.319	-0.0084	-0.0164	-0.1412
Si	4.0327	6.8584	8.2968	-0.055	0.0123	-0.1714
Si	6.8074	4.0838	8.2662	0.0329	-0.0425	-0.1851
Si	9.5215	1.2802	8.3335	0.0089	0.0386	-0.1824
Si	6.8247	9.5208	8.1674	-0.084	0.0789	-0.2179
Si	9.4835	6.8217	8.2858	0.0558	-0.0395	-0.1866
Si	-0.03	-0.0952	9.7391	0.0188	0.0023	-0.0195
Si	2.706	2.6826	9.7858	-0.0086	0.0106	-0.03
Si	0.0721	5.4025	9.4528	-0.0102	0.0164	0.0146
Si	2.7233	8.2366	9.7596	0.0079	0.0198	-0.0379
Si	5.5402	-0.0354	9.5603	-0.0149	-0.0048	0.0009
Si	8.1086	2.6504	9.6414	-0.0303	-0.0132	-0.0356
Si	5.4255	5.4789	9.5626	-0.0204	-0.0278	-0.0288
Si	8.0527	8.2069	9.6104	0.0406	0.0098	-0.037
Si	1.2656	1.2944	11.151	-0.0094	-0.0067	0.0041
Si	4.1043	4.2112	10.9778	0.0121	0.0047	-0.0043
Si	1.2379	6.8014	10.9368	0.0029	-0.0262	-0.017
Si	5.6586	8.1319	12.6348	-0.0118	0.0099	0.0104
Si	6.6802	1.3747	11.0834	-0.0012	-0.0071	-0.004
Si	9.6295	4.0295	10.748	0.0313	0.0032	-0.0177
Si	6.746	6.7993	10.971	-0.0043	-0.0042	-0.0068
Si	9.3737	9.4954	11.0718	-0.0066	0.0041	-0.0099
Si	-0.0266	2.8326	12.3536	-0.0004	0.0021	0.0159
Si	2.7166	0.4327	12.832	-0.0016	0.0033	-0.0127
Si	-0.7631	7.4337	12.0191	-0.0053	-0.0087	-0.0007
Si	2.7552	5.6582	12.2663	0.0041	0.0017	0.0196
Si	5.4862	2.9806	12.4495	-0.0213	-0.0115	0.0121
Si	7.3236	-1.4821	14.0312	0.003	0.0025	-0.0226
Si	4.4186	9.4453	11.0478	-0.0013	0.0033	0.0108
Si	8.4814	5.6163	11.9257	0.0073	-0.0016	0.0108
Si	1.7131	3.9857	13.4609	0.0045	0.0138	-0.0109
Si	3.5164	2.4388	13.8391	0.022	0.0052	-0.0026
Si	1.0303	9.7529	17.1501	0.0052	-0.0027	-0.027
Si	2.1626	8.745	14.7088	0.0108	-0.0003	-0.0182
Si	7.4666	4.0567	13.4351	-0.0013	0.021	-0.0075
Si	9.7507	0.8262	16.5859	-0.0038	0.0037	-0.0251
Si	9.0319	12.958	13.6854	0.0192	-0.0059	-0.0149
Si	10.046	7.7167	14.2535	-0.0019	0.0102	-0.0231
Si	-0.054	3.2115	22.0163	-0.0038	0.0028	-0.0259
Si	6.2982	19.8362	24.5493	-0.0005	0.0031	-0.0324
Si	5.756	24.4479	21.2505	-0.0001	-0.0013	-0.0231
Si	-3.8103	18.1843	18.0017	-0.0044	0.0024	-0.0289
Si	5.0753	0.9779	18.6606	-0.0006	0.0035	-0.0297
Si	17.9473	-0.672	17.0111	0.0005	-0.002	-0.0299
Si	12.8718	5.9659	33.1875	0.0124	-0.0045	-0.0099
Si	4.6823	-6.3235	26.2366	-0.0054	0.0021	-0.0344
Si	-10.9138	11.1157	25.8846	-0.0031	-0.0006	-0.0362
Si	0.0747	9.5404	28.2771	0.0047	0.0052	-0.0315
Si	-12.3493	-21.8767	33.4427	-0.0013	-0.0067	-0.0049
Si	1.8075	5.5633	25.7015	0.0003	-0.0053	-0.0342
Si	-2.806	22.1591	25.1256	0.0014	0.003	-0.0282
Si	3.7637	-12.5045	36.142	-0.0118	-0.0052	-0.0135
Si	-11.4007	3.485	17.9993	0.0022	-0.0024	-0.0262
Si	-8.5864	-14.712	23.1705	0.0018	0.0051	-0.0271
Si	0.1223	27.1253	15.8756	0.0031	0.0019	-0.0353
Si	2.791	-11.5725	19.376	-0.0004	0.0022	-0.0254
Si	-13.1962	6.8874	31.2779	-0.0076	0.0009	-0.032
Si	-4.1043	16.4629	20.645	0.0016	0.0032	-0.0284
Si	-4.6054	-3.8632	26.9739	-0.0011	0.0007	-0.0289
Si	5.0441	-0.6223	33.5558	-0.0041	-0.0036	-0.0166
Si	0.1782	21.7509	30.9946	0.0054	-0.0056	-0.0286
Si	26.5752	-7.4726	29.0267	-0.0009	-0.0063	-0.0411
Si	13.5562	13.9731	33.9116	0.0043	-0.0021	-0.0137
Si	-5.6885	-10.4176	25.7865	0.0034	0.0009	-0.0313
Si	-21.115	20.5319	23.3609	0.0016	0.0023	-0.0275
Si	4.1552	2.7461	23.9415	-0.002	-0.0001	-0.0324
Si	15.9657	7.3198	22.3268	-0.0009	-0.0072	-0.0259
Si	8.3937	12.2803	22.2714	0	0	-0.0348
Si	-6.0492	11.3021	28.8996	-0.0025	0.0024	-0.0195
Si	2.8321	7.2361	20.3164	-0.0047	-0.0026	-0.0318
Si	3.193	-0.8262	30.908	0.0022	-0.001	-0.0248
Si	20.6644	-11.8156	21.0491	-0.0013	-0.0036	-0.0246
Si	5.0665	8.3568	29.4423	0.0036	0.0014	-0.0259
Si	8.1383	21.9353	12.5068	-0.0065	0.0013	0.0184
Si	-5.0143	5.413	15.7506	-0.0066	-0.0014	-0.0276
Si	2.2961	-6.0308	30.3105	0.0044	0.0002	-0.031
Si	9.7767	5.2565	20.2237	-0.0008	0.0041	-0.023
Si	-11.8489	-3.0172	18.7937	0.0029	0.0004	-0.0259
Si	19.937	7.4754	28.4487	-0.0018	0.0001	-0.0274
Si	22.8958	-7.9309	24.7553	-0.0041	0.0038	-0.0232
Si	22.6875	17.6657	28.2667	-0.0017	0.0049	-0.0358
Si	4.1299	14.1331	16.8034	0.0014	-0.0013	-0.0328
Si	0.5313	-7.9317	31.7489	0.0078	-0.0026	-0.0211
Si	1.286	0.7638	21.3396	0.0036	-0.0088	-0.0198
Si	1.9585	5.1326	18.0601	0.0005	-0.0039	-0.0293
Si	25.654	17.9465	13.86	0.0038	-0.0026	-0.0219
O	-3.1402	5.5689	30.8601	0.0013	0.0021	0.0075
O	-6.2831	0.4467	27.2922	0.0014	-0.0017	0.0361
O	5.8951	8.5356	23.028	0.0046	0.0055	0.0203
O	5.1694	-3.0952	27.9041	-0.0036	0.0044	0.0172
O	-3.8484	4.9653	14.7326	-0.0062	0.0018	0.0141
O	-3.2179	-3.1906	32.3036	-0.0011	0.0002	0.0177
O	15.0856	2.945	33.3825	-0.0051	-0.0013	0.0149
O	5.9009	5.4973	26.6795	0.0023	0.0034	-0.0002
O	6.1371	-4.7253	22.0034	-0.0061	0.0051	0.0173
O	12.4757	-4.8621	24.1637	-0.0009	-0.0027	0.0184
O	10.8801	9.9459	24.7749	-0.0031	0.0054	0.0176
O	8.174	-1.0547	33.7677	0.0021	-0.0025	0.0036
O	4.2561	-0.5356	34.972	0.0051	0.0012	0.008
O	10.5968	10.4571	29.5289	-0.0014	0.0064	0.021
O	16.7014	-2.0531	33.6345	0.0023	-0.0027	-0.0056
O	-8.6119	9.125	16.2959	-0.0057	0.0053	0.0225
O	-5.0136	15.4312	29.4559	0.001	0.0069	0.0127
O	1.1701	-1.6529	34.4193	-0.0057	0.0018	0.0141
O	2.6562	11.1737	20.6593	-0.0045	0.005	0.016
O	4.5704	16.9279	14.9881	0.0086	-0.009	0.0111
O	-2.2244	30.3368	14.5464	0.0004	-0.0039	0.0179
O	2.2716	-11.6724	13.819	-0.0067	-0.011	0.0027
O	-19.3698	8.6606	19.6854	0.0009	-0.0021	0.0133
O	12.608	-0.2151	18.2762	0.0049	0.0013	0.0161
O	-10.3159	8.3928	14.6523	0.0028	0.0021	0.0164
O	20.1947	34.2791	15.249	0.0027	-0.0038	0.0151
O	20.2815	4.1212	19.1155	-0.0007	0.0061	0.0135
O	5.135	20.7462	25.1971	-0.0012	0.0032	0.01
O	10.9276	21.8732	20.534	0.0002	0.0015	0.016
O	0.1528	21.6779	16.2652	0.0025	-0.0021	0.0137
O	3.1101	4.4074	17.2208	-0.0062	0.0056	0.0124
O	1.095	-6.7673	25.8828	0.0043	0.0098	0.0171
O	1.8417	8.5688	23.5252	-0.0002	-0.0003	0.0116
O	15.0991	23.927	17.9727	0.0041	-0.0079	0.015
O	8.6313	1.2141	23.8541	-0.0032	-0.0044	0.0171
O	11.9605	6.0299	17.0201	0.0051	-0.0008	0.0165
O	-1.5274	30.712	19.8837	-0.0012	0.0097	0.0156
O	-4.1686	19.7699	17.8816	0.0001	-0.005	0.008
O	5.4712	12.4591	20.1067	0.0022	0.0087	0.0173
O	2.4258	-17.0976	34.1312	-0.0022	0.001	-0.0084
O	8.6151	-0.219	17.0842	-0.0003	-0.0003	0.0057
O	9.9918	17.2594	15.1699	0.002	-0.0036	-0.0001
O	-4.4301	6.5462	16.7255	0.0067	0.0078	0.0198
O	3.7173	2.4292	15.4717	-0.0018	-0.0011	0.023
O	3.6387	-2.2424	30.1973	-0.0033	0.002	0.0099
O	-9.7638	4.63	14.8489	-0.0091	0.0053	0.0225
O	-6.402	-18.2928	27.4333	0.0014	-0.0001	0.0159
O	13.525	-5.1778	31.671	-0.0078	0.0058	0.0263
O	-1.6	-10.4125	26.1983	0.0017	-0.0023	0.0207
O	-0.4669	-1.7468	22.3028	0.0048	-0.0008	0.0113
O	1.9514	-4.0852	21.6085	0.0005	0.0005	0.0216
O	10.7814	4.6619	21.3333	0.0025	-0.0082	0.019
O	-2.3891	10.8465	21.5099	-0.0007	0.0059	0.0136
O	6.1511	14.9639	20.5136	-0.001	-0.0035	0.0171
O	-16.2664	14.9392	16.5508	-0.0025	-0.0028	0.0122
O	11.6039	-11.2586	27.1781	0.0006	-0.0101	0.0188
O	26.1046	-14.2109	20.8934	0.0036	0.0022	0.0189
O	4.5712	2.8206	22.3681	-0.0065	-0.0011	0.0255
O	-15.2481	17.4084	19.332	-0.0003	-0.0074	0.0158
O	14.3507	0.2926	29.7574	-0.0038	-0.0036	0.0125
O	2.6466	6.0621	19.2056	0.0038	0.0099	0.0202
O	8.3717	-5.2813	20.9204	-0.0029	0.001	0.0013
O	13.198	2.2365	35.2459	-0.0033	-0.0021	0.0138
O	-0.8771	-0.6414	32.0381	-0.0038	0.0033	0.0232
O	6.969	-8.8113	22.1093	0.0036	-0.0019	0.0182
O	-19.2088	-7.8948	24.0401	-0.0015	0.0004	0.0108
O	-15.12	9.9613	15.4394	-0.0008	0.0048	0.0205
O	-4.8217	11.5114	33.4688	0.0028	0.001	0.0063
O	1.1817	17.5495	26.6825	-0.0018	0.0043	0.0177
O	3.9538	-11.0527	11.9775	-0.0042	0.0067	0.0032
O	-7.4123	-7.0531	29.8761	-0.0079	0.0044	0.0113
O	0.979	-6.9791	18.5434	-0.0018	-0.0007	0.0145
O	5.4017	4.8296	34.6649	-0.0009	0.0034	0.012
O	-0.7863	15.1048	16.5826	-0.0011	-0.0052	0.0156
O	-5.1926	-3.7751	30.3113	0.0039	-0.0072	0.0121
O	5.6796	9.9209	29.3177	-0.0014	-0.0029	0.0127
O	-9.6268	0.1736	22.8458	-0.001	-0.0036	0.0203
O	-10.8401	-7.5645	23.6127	0.0094	0.0035	0.0195
O	3.9064	-3.9895	23.3671	-0.0014	-0.0007	0.0121
O	12.5254	-0.6664	31.3002	-0.0031	0.0004	0.0169
O	40.3521	9.7882	24.5755	-0.001	0.0024	0.009
O	-4.4311	18.5616	25.5114	-0.0003	-0.008	0.0158
O	-21.6826	19.4907	17.8198	-0.0065	-0.0048	0.0138
O	-6.6049	-0.4254	18.8453	-0.0043	-0.001	0.0081
O	21.7938	-9.3083	31.1193	-0.0014	0.0038	0.0057
O	11.6496	12.4442	25.449	-0.0016	-0.0041	0.0098
O	-11.8099	6.4415	31.9531	0.0107	-0.0115	0.0309
O	20.4991	8.8157	27.7245	-0.0008	-0.005	0.007
O	-0.7819	1.9092	17.7582	0.0021	0.0047	0.0114
O	1.0008	-6.9545	30.5551	-0.0048	-0.0048	0.0134
O	17.6961	3.1096	33.2662	0.0027	-0.0029	0.008
O	-9.7029	2.3668	21.3904	-0.0022	-0.0016	0.0176
O	6.2815	11.4785	17.6601	-0.0052	0.0042	0.0128
O	-11.2612	6.5709	19.5918	-0.0026	-0.0031	0.0101
O	4.9671	-7.0345	24.8102	0.0009	0.0051	0.0197
O	16.2605	-8.9791	29.3162	0.0004	0.003	0.0094
O	7.7011	-14.7802	27.7435	0.0083	0.0014	0.0152
O	14.2529	16.3587	26.0803	0.0058	0.0003	0.0105
O	8.794	18.7305	30.002	-0.0015	-0.0043	0.0213
O	1.0923	30.1166	28.6846	-0.0017	-0.0004	0.0118
O	26.1704	12.2288	24.6994	0.0036	-0.0061	0.0176
O	10.3786	3.8493	32.6269	0.0056	0.0082	0.0013
O	-2.1927	18.142	17.9474	0.0034	-0.0001	0.0098
O	-2.1923	12.2454	33.391	0.0034	-0.0021	0.0057
O	16.3316	-16.7731	32.0328	-0.0007	-0.007	0.0137
O	-4.1407	11.8743	25.8216	-0.0051	0.001	0.0079
O	-1.4011	13.2873	21.665	-0.0016	-0.0003	0.0182
O	14.9485	10.2778	32.2678	0.0077	0	0.0175
O	12.6418	2.5206	32.7116	-0.0001	0.0049	0.0152
O	-7.2732	15.8695	36.6083	-0.0005	-0.0017	0.005
O	10.2361	6.3571	28.4637	-0.0024	0.0012	0.0158
O	23.7244	5.8751	29.1029	0.0038	-0.008	0.0191
H	2.2095	0.541	42.7137	-0.3707	0.4012	-0.2296
H	0.5406	2.1588	42.7137	0.4059	-0.1598	-0.3352
H	4.8877	3.2489	42.7244	-0.2235	0.2825	-0.32
H	3.2494	4.8976	42.7244	0.1426	-0.4972	-0.2448
H	2.1875	5.9618	42.8106	-0.2202	0.4154	-0.2096
H	0.5413	7.6026	42.8106	0.1877	-0.4026	-0.2308
H	4.8628	8.7505	42.7242	-0.1354	0.4037	-0.2525
H	3.2386	10.4128	42.7242	0.4519	-0.3188	-0.2273
H	5.985	2.1506	42.7768	0.2964	-0.2262	-0.2581
H	7.6378	0.5165	42.7768	-0.5093	0.0785	-0.1992
H	10.3624	3.2066	42.8126	-0.3709	0.332	-0.1527
H	8.7319	4.8631	42.8126	0.191	-0.1702	-0.2843
H	5.9204	7.6514	42.727	0.259	-0.373	-0.2019
H	7.5709	6.015	42.727	-0.1709	0.1816	-0.3331
H	10.3581	8.6832	42.7216	-0.3672	0.204	-0.3153
H	8.7219	10.334	42.7216	0.376	-0.2294	-0.219
H	-0.7981	3.4827	6.0334	0.1652	-0.2076	0.329
H	0.8604	1.8546	6.0334	-0.5444	0.2845	0.2084
H	1.8903	0.8564	6.0192	0.406	-0.3683	0.2575
H	3.5442	-0.7768	6.0192	-0.3105	0.3056	0.3195
H	-0.8318	8.9858	6.0244	0.4362	-0.2759	0.2694
H	0.8048	7.3352	6.0244	-0.2488	0.2329	0.2949
H	3.556	4.5825	6.0104	-0.1632	0.5516	0.211
H	1.9151	6.2286	6.0104	0.145	-0.3542	0.2618
H	6.243	1.8885	6.0046	-0.2546	0.1776	0.3183
H	4.5999	3.5325	6.0046	0.3154	-0.3743	0.2589
H	9.0222	-0.8589	5.96	-0.3195	0.4322	0.1839
H	7.3692	0.7749	5.96	0.3231	-0.1184	0.2548
H	4.5862	9.0441	5.9626	0.3006	-0.4007	0.2192
H	6.1976	7.3691	5.9626	-0.3165	0.1767	0.2703
H	8.9609	4.6298	5.9658	-0.1664	0.2777	0.2521
H	7.3106	6.2663	5.9658	0.2412	-0.2758	0.2924

Results
free energy: -156486.749 eV
free energy less fixed offsets of H -15.71, O -570.45, Si -639.56 eV per atom: 3.011 eV

The program warned: the cutoff lies below the one the program advises for these potential files; the forces do not sum to zero within the program's tolerance; empty levels may hold ghost states of the PAW files; the exchange-correlation potential is rough where the density is thin.
